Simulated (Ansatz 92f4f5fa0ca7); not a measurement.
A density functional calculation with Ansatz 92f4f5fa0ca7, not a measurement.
Periodic cell of 288 atoms, Si144O112H32, with a vacuum gap, from a study of silicon, its oxide and their interface. The atomic structure is a simulated model.

Settings: functional r2SCAN; potential files Ansatz PAW; basis plane waves; wave-function cutoff 800 eV; density cutoff ratio 5; exchange-correlation grid ratio 1; k mesh 1 x 1 x 1, shifted by 0.5 0.5 0 of a step; self-consistency stop 1e-11 eV per atom in the density residual; occupations fixed; spin none; net charge 0; applied field sawtooth along c, amplitude -0.015 V/angstrom in the program's sign convention, ramp centred at 0.9897 of c and 0.0207 of c wide, no dipole correction.

Cell vectors (angstrom)
a	10.88	0	0
b	0	10.88	0
c	0	0	48.4258

Atoms and the computed forces on them: element, x, y, z (angstrom), force x, y, z (eV/angstrom)
Si	-0.2964	-6.8441	34.749	-0.0107	0.0058	-0.0277
Si	2.4156	-4.1922	34.9297	-0.0108	0.0023	-0.0284
Si	-0.8652	-0.8205	34.6255	0.0085	-0.0018	-0.0294
Si	1.9123	-9.0673	34.7091	0.009	-0.002	-0.0211
Si	-6.2502	-6.4018	34.837	0.0054	-0.0064	-0.0247
Si	-3.5874	-3.5316	34.7148	0.0081	-0.0037	-0.0285
Si	5.0534	-1.3481	34.9343	-0.0097	0.0066	-0.0254
Si	-3.1278	-9.5045	34.8029	-0.0005	0.0046	-0.0225
Si	0.8126	-5.3259	36.1617	0.0075	-0.0076	-0.0107
Si	3.4977	-2.5422	36.1713	0.0109	-0.0106	-0.0101
Si	0.7497	-10.6491	35.9984	-0.007	0.0075	-0.0104
Si	3.4588	-7.9609	36.115	-0.0088	0.0092	-0.0133
Si	-4.6248	-5.2137	36.0273	-0.0107	0.0068	-0.0117
Si	-1.9116	-2.4794	35.9686	-0.0093	0.0054	-0.0119
Si	6.2407	0.2196	36.169	0.0039	-0.0073	-0.012
Si	-1.9027	-7.9587	36.06	0.0073	-0.0075	-0.0108
Si	-0.582	-3.8687	37.3575	-0.0057	0.0015	0.011
Si	2.0997	-1.1335	37.3932	0.0054	0.0036	0.0115
Si	-0.5711	-9.3248	37.4534	0.003	-0.0007	0.0028
Si	2.1422	-6.6466	37.5513	0.0061	-0.0041	0.0044
Si	4.8938	-3.9065	37.4853	0.0037	-0.0075	0.005
Si	7.636	-1.1669	37.458	0.0003	-0.0035	0.005
Si	4.8448	1.5755	37.4453	-0.0027	0.0073	0.0123
Si	-3.2718	-6.5776	37.3796	-0.0055	0.0047	0.0087
Si	-1.9263	-5.2221	38.7468	-0.0046	-0.0042	0.0249
Si	0.7653	-2.5164	38.7433	0.0024	-0.0004	0.0273
Si	-1.9187	0.1976	38.8167	0.0008	0.0098	0.0085
Si	0.7715	-7.9952	38.8549	-0.0022	-0.0036	0.008
Si	3.5218	-5.2533	38.838	-0.0014	0.0016	0.002
Si	6.2535	-2.5226	38.8044	-0.0038	0.0023	0.0059
Si	3.4828	0.1985	38.7688	0.0007	0.004	0.0253
Si	6.2336	-7.935	38.7556	-0.0001	0.0061	0.0231
Si	1.3516	-1.4221	9.6262	-0.0031	0.0045	-0.0177
Si	4.1153	1.335	9.6122	0.0042	-0.0022	-0.0127
Si	1.3289	4.0948	9.635	-0.0055	0.0012	-0.0137
Si	4.057	-4.037	9.6505	-0.0101	-0.007	-0.0173
Si	6.8008	-1.3143	9.6799	0.0071	-0.0015	-0.022
Si	-1.4136	1.3429	9.6698	0.0085	-0.0035	-0.0184
Si	6.8273	4.0519	9.6053	0.0047	-0.0024	-0.0147
Si	-1.3277	6.7956	9.6002	0.0048	-0.0042	-0.0186
Si	2.7583	-0.0736	10.9065	0.0049	0.0086	-0.0072
Si	5.5044	2.6724	10.9589	-0.0046	-0.0028	-0.0092
Si	2.6557	5.502	10.9779	0.0017	-0.0056	-0.0113
Si	5.4254	-2.6644	11.0108	-0.0112	-0.0037	-0.0121
Si	-2.7302	-0.0029	11.1215	-0.0114	0.0096	-0.0096
Si	-0.0444	2.7179	10.9722	0.0019	0.0091	-0.0111
Si	8.1941	5.4385	10.9116	0.0094	-0.007	-0.0059
Si	0.0067	-2.7788	11.0258	0.0051	-0.0027	-0.0066
Si	1.3367	1.2676	12.1664	0.0063	-0.0012	0.0143
Si	4.0807	4.1076	12.1392	0.0031	-0.0012	0.0182
Si	1.3557	-4.0897	12.4941	-0.0048	0	0.0157
Si	4.0673	-1.3519	12.4233	-0.0028	0.0042	0.0184
Si	-4.0787	1.3717	12.5156	-0.0036	0.0035	0.0151
Si	-1.3452	4.1245	12.3407	-0.0032	-0.0027	0.0183
Si	6.8226	-4.0674	12.2336	0.0015	-0.0013	0.0138
Si	-1.3721	-1.4556	12.4157	0.0034	-0.0041	0.0149
Si	0.2915	-0.2889	13.5693	0.0088	-0.0043	-0.0277
Si	2.8577	2.5562	13.3126	-0.0001	0.0019	-0.0176
Si	-0.2671	-5.2434	13.7904	0.0002	0.0004	-0.0349
Si	2.5205	-2.4789	13.7956	-0.0057	0.0023	-0.0326
Si	5.052	0.3266	13.7522	-0.003	0.0025	-0.0399
Si	-3.0048	3.1588	13.6468	-0.0023	0.0046	-0.0373
Si	5.5773	5.3047	13.4576	-0.0007	-0.0119	-0.0257
Si	-2.5573	-3.0639	13.7237	0.0087	-0.0067	-0.0397
Si	-2.3551	-1.9682	29.8224	0.001	0.0008	-0.075
Si	4.2198	-3.1561	23.1333	0.0051	0.0075	-0.0692
Si	5.9083	-8.2592	32.5805	-0.0007	0.0042	-0.0565
Si	0.3275	-8.522	30.8734	0.0012	-0.0061	-0.0657
Si	-0.5096	-9.2395	27.9373	0.0035	-0.0001	-0.0703
Si	5.683	-6.1285	27.6757	0.0101	0.0029	-0.0712
Si	-0.2258	-1.7241	20.2408	-0.0043	0.0081	-0.0521
Si	-2.3585	2.1067	19.1834	0.0055	-0.0057	-0.0579
Si	2.3731	-2.5347	27.7377	0.0014	0.0028	-0.0678
Si	-2.4118	-2.402	25.4402	0.003	-0.0085	-0.0706
Si	0.9206	-9.9735	25.5717	0.0094	0.0053	-0.0437
Si	5.0837	0.9966	16.5613	0.0055	-0.0026	-0.0522
Si	-0.9153	-5.7851	31.8535	-0.0011	-0.0008	-0.0662
Si	-1.0972	0.0507	16.2078	-0.0054	0.0062	-0.0521
Si	7.7285	2.2512	16.3916	-0.0036	-0.0006	-0.0507
Si	-0.3762	-0.4463	31.6503	-0.0102	0.0038	-0.0729
Si	2.3118	-1.5727	30.6151	-0.0016	-0.0077	-0.07
Si	-4.5634	-4.6266	24.9904	-0.0086	0.0006	-0.0579
Si	-0.3214	-7.7559	24.0533	-0.001	0.0015	-0.0512
Si	3.7641	-10.5012	32.5986	0.0003	-0.0004	-0.0577
Si	-3.4052	-4.1998	31.6827	-0.0036	0.0015	-0.057
Si	0.2649	0.9764	18.8588	0.0019	-0.0019	-0.0482
Si	1.2196	-4.115	19.5321	0.0047	-0.0041	-0.0538
Si	2.3343	3.5283	22.6697	0.0046	0.0125	-0.0626
Si	1.7355	-4.5705	22.3791	-0.0055	-0.0013	-0.0513
Si	0.1353	-6.3771	26.7317	-0.0249	-0.0043	-0.0531
Si	1.6302	4.2699	15.691	-0.0071	-0.0031	-0.0552
Si	-0.631	-3.5324	27.7557	-0.0056	-0.0287	-0.0635
Si	5.7339	-6.2013	30.6463	-0.0037	0.0119	-0.0637
Si	-3.0641	-0.1285	27.4119	-0.0035	0.0096	-0.0602
Si	2.6142	-6.6256	30.7374	0.0075	0.0003	-0.0591
Si	-0.8621	-3.0532	22.8454	0.0072	-0.0016	-0.0648
Si	-3.2953	-7.4276	24.0272	-0.0053	0.0033	-0.0561
Si	5.7383	-2.3667	20.6902	0.0036	0.0067	-0.0607
Si	2.6229	2.3742	17.7718	-0.0118	0.0058	-0.0536
Si	3.877	-4.3654	15.8261	-0.0058	-0.0076	-0.0638
Si	4.1493	-4.2363	18.8233	-0.013	0.0028	-0.0597
Si	2.9071	-1.0671	25.0617	0.0113	-0.0001	-0.0602
Si	6.7867	-0.4282	18.6686	-0.0008	0.006	-0.0535
Si	6.7507	3.4463	21.3335	0.0054	-0.0054	-0.0565
Si	2.7354	-5.5961	27.9242	0.0058	0.0043	-0.0612
Si	4.0683	3.859	20.056	0.0014	0.005	-0.0606
Si	-2.7021	-2.3777	16.5894	0.0056	0.0014	-0.056
Si	3.613	-9.1107	24.8483	-0.0068	0.0068	-0.0512
Si	-4.5757	-8.718	26.3576	0.0015	0.0007	-0.054
Si	1.5821	-4.1924	32.0794	0.0033	-0.0092	-0.0546
Si	-1.4815	-3.917	18.6652	-0.0059	0.0068	-0.0497
Si	7.9473	-4.5883	21.1038	-0.0028	0.0018	-0.0546
Si	-0.5889	-6.5821	40.1431	0.019	-0.0121	0.183
Si	2.1314	-3.8611	40.1277	0.038	-0.0309	0.1826
Si	-0.5615	-1.1787	40.145	-0.0441	0.035	0.1893
Si	2.1553	1.5333	40.1703	-0.0336	0.0259	0.184
Si	4.8886	-6.614	40.1616	-0.0266	0.0256	0.1808
Si	-3.2723	-3.8906	40.1403	-0.0278	0.0327	0.1861
Si	4.8586	-1.1526	40.1245	0.0319	-0.031	0.1823
Si	7.5752	1.5734	40.1314	0.0156	-0.0199	0.1849
Si	0.7788	-5.2227	41.4976	0.0031	-0.0378	0.2463
Si	3.4962	-2.5063	41.4852	0.0341	-0.0377	0.2735
Si	0.7985	0.1697	41.5004	-0.0017	0.0181	0.4511
Si	3.5194	-7.9753	41.5065	0.0125	0.0112	0.3544
Si	-4.6332	-5.2443	41.4923	-0.0316	-0.0042	0.4059
Si	-1.9179	-2.5361	41.498	-0.0514	0.0322	0.3506
Si	6.2085	0.2132	41.4922	0.0402	-0.0015	0.2152
Si	-1.9502	-7.9459	41.4945	0.0022	0.0115	0.2956
Si	1.3539	1.3546	6.9686	-0.0232	0.0132	-0.2114
Si	4.0806	4.0758	6.9574	-0.0579	0.056	-0.2978
Si	1.3598	6.7836	6.8912	0.0592	-0.0606	-0.4338
Si	4.0819	-1.3605	6.9111	0.0051	-0.0368	-0.358
Si	6.7983	1.3549	6.8912	0.0305	-0.0283	-0.4278
Si	-1.3664	4.0642	6.8979	0.0611	-0.051	-0.3816
Si	6.7967	-4.0788	6.9695	-0.0397	0.0591	-0.232
Si	-1.3667	-1.3556	6.9531	-0.0283	0.0365	-0.3203
Si	-0.0144	-0.0106	8.3273	-0.0065	0.006	-0.1666
Si	2.723	2.7197	8.3151	-0.0097	0.0105	-0.163
Si	-0.0052	5.4287	8.2364	0.0131	-0.0167	-0.2001
Si	2.7111	-2.7324	8.2407	0.006	-0.0031	-0.1997
Si	5.46	-0.0047	8.2531	0.0051	-0.0103	-0.2012
Si	8.159	2.6958	8.2486	0.0193	-0.0176	-0.1993
Si	5.4275	5.4418	8.3219	-0.0101	0.0077	-0.1649
Si	8.1556	-2.6987	8.3195	-0.0062	0.0027	-0.1681
O	5.0646	-4.2621	23.9957	0.0151	-0.0127	0.0367
O	-1.4206	-4.1523	14.1974	-0.0046	0.0024	0.0115
O	3.9599	1.5304	13.9236	0.005	-0.004	0.0245
O	5.2402	-0.0823	15.3416	0.0019	0.0011	0.029
O	-2.0588	-10.6287	34.3049	-0.0024	0.0048	0.0127
O	0.8227	-7.9323	34.2116	0.0009	-0.0007	0.018
O	-0.6812	-1.8619	21.7733	-0.001	-0.0081	0.047
O	1.9035	-8.077	30.9515	0.0012	-0.0047	0.0163
O	2.7557	5.3748	15.9769	0.0011	-0.0068	0.015
O	6.6682	4.2089	13.9383	0.0013	-0.0004	0.0192
O	7.5393	-2.6195	15.1117	-0.0012	0.0063	0.0295
O	2.0523	3.3035	14.4879	-0.0064	0.0119	0.0367
O	4.6821	-2.9409	19.6076	0.0094	0.0049	0.0233
O	-3.3296	-2.8884	30.738	-0.0088	-0.0157	0.0289
O	3.5791	-5.2234	34.4115	-0.004	-0.0018	0.0168
O	2.5537	-9.7306	33.357	-0.0177	0.0165	0.0371
O	6.1293	-2.4378	34.3851	-0.0028	0.0036	0.0124
O	-1.6584	-3.1992	26.5888	0.0219	-0.0014	0.0418
O	5.1368	-7.1541	33.4833	-0.0023	0.01	0.0444
O	6.007	-4.8883	31.5679	0.0049	0.0048	0.0359
O	1.3891	-0.4828	24.8698	-0.001	0.003	0.0108
O	-1.858	-4.2033	22.2592	0.0085	0.005	0.0364
O	-2.4144	2.9925	15.169	-0.0066	-0.0027	0.038
O	4.5702	5.3721	19.7372	-0.0085	-0.0112	0.0185
O	-1.2598	-2.9737	29.1446	-0.012	0.0101	0.0407
O	4.3928	-0.677	33.6264	0.0126	-0.0138	0.0369
O	-0.4521	-7.7267	27.3876	-0.0022	-0.0107	0.0288
O	-0.4884	-5.1464	27.6002	-0.0001	-0.0031	0.017
O	-3.041	-3.8953	33.2264	-0.0064	0.0102	0.051
O	7.9511	2.7772	20.5122	-0.014	0.0129	0.0366
O	1.4049	-1.3343	14.1916	-0.0045	-0.0003	0.0045
O	0.2633	5.0022	15.2159	0.0082	-0.009	0.0257
O	-2.7301	-0.928	26.0316	0	0.0163	0.0261
O	7.0506	5.0258	21.501	0.005	-0.0022	0.0313
O	3.1704	-3.0324	15.2048	0.0046	-0.0131	0.0282
O	1.8008	1.4459	18.8082	-0.0052	-0.0001	0.0225
O	-1.7865	3.3911	23.4402	0.0053	-0.0024	0.0115
O	2.3489	-3.0883	31.1926	-0.0061	-0.0088	0.0223
O	8.0123	0.5659	19.0514	0.0047	0.0011	0.0167
O	4.6134	-4.1597	17.2644	0.0039	-0.0021	0.042
O	-0.1427	-6.5391	25.135	0.0057	0.0144	0.049
O	0.7837	-2.7788	27.5337	0.0027	-0.002	0.0234
O	0.8132	-1.0292	30.7461	-0.0054	0.0103	0.0271
O	5.3757	3.0948	20.5887	0.0084	0.0034	0.0243
O	-0.7471	2.1564	19.2828	0.0034	0.0004	0.0178
O	-4.4288	-7.5153	27.4133	-0.004	0.0138	0.0288
O	0.7978	3.0137	22.8673	-0.0097	-0.0015	0.0224
O	1.7301	-6.1568	26.8068	0.0018	0.0048	0.0225
O	6.1741	-5.7111	29.1623	0.0016	-0.0009	0.0556
O	2.2083	5.0343	23.2539	-0.0057	-0.0077	0.0251
O	-0.3426	-1.1788	33.1081	-0.0073	-0.0057	0.0577
O	1.1329	-2.5584	19.974	-0.0031	-0.0046	0.0203
O	4.8809	-9.4288	32.1388	0.0021	-0.0014	0.0135
O	-1.3721	-2.4072	19.3041	0.0082	0.005	0.0177
O	1.5397	3.309	16.9936	0.0055	-0.0141	0.0281
O	0.0241	-9.1794	29.4393	0.0115	0.0131	0.0591
O	-0.4885	-7.145	31.0923	-0.0061	0.0139	0.0229
O	-3.7264	-3.2444	25.0307	0.0052	0.0037	0.0278
O	2.553	-4.3161	18.7021	-0.017	0.0029	0.0208
O	-0.4037	0.4885	14.823	-0.0101	-0.0009	0.0276
O	-1.456	-2.3344	24.1499	-0.0143	0.0065	0.041
O	3.1351	-3.8057	22.1239	0.0073	0.0043	0.0261
O	5.9297	-5.0092	26.5265	-0.011	-0.0082	0.0426
O	-1.3379	-1.5389	16.3063	-0.0015	-0.0035	0.0197
O	0.5865	-3.7327	23.1565	-0.0042	0.0048	0.0256
O	3.2761	-0.4964	31.335	0.0144	0.0164	0.039
O	4.8647	-8.516	25.6487	0.015	0.0065	0.0258
O	0.0229	-4.4882	18.5112	0.0036	0.005	0.0195
O	2.2898	-5.6443	31.9748	-0.012	0.0161	0.0321
O	-0.1011	0.478	17.3774	0.0084	0.0074	0.0383
O	-2.3291	-5.3279	31.2368	0.0028	-0.0019	0.0264
O	7.2161	-1.6105	17.64	-0.0076	0.0036	0.0228
O	2.0785	-5.9312	29.3716	0.0001	-0.0127	0.0475
O	-3.1829	-1.1884	28.6457	0.0028	-0.0162	0.0388
O	2.8745	3.6426	21.1398	-0.011	-0.0004	0.0364
O	3.0424	-4.0123	27.7869	-0.0026	0.0006	0.021
O	3.6194	3.2853	18.6331	0.0106	0.0103	0.0346
O	-0.2661	-9.213	24.7824	0.0002	-0.0081	0.0292
O	5.5651	0.3613	17.9639	0.0073	-0.0109	0.0273
O	2.2117	-8.9793	25.6581	-0.0075	-0.0001	0.0218
O	1.6396	-3.6523	33.5986	0.0044	0.0009	0.0495
O	0.0557	-4.4926	31.6195	0.0037	-0.001	0.0244
O	2.7132	-1.6955	29.0677	-0.0014	0.0127	0.0511
O	-4.3719	-7.4928	31.2782	-0.0008	-0.0169	0.0355
O	3.0143	-1.6356	26.565	-0.0011	-0.0137	0.0418
O	-1.9804	-9.8805	27.8282	0.0048	0.0029	0.021
O	5.1276	-2.2123	22.1826	-0.0087	-0.006	0.0409
O	-3.7295	-5.9116	24.4418	-0.0008	0.0111	0.0223
O	-0.9651	-6.1237	33.4437	0.007	-0.0112	0.0468
O	-3.7555	-8.8778	33.4358	0.0144	-0.0141	0.0395
O	3.3894	2.5887	23.4655	0.0023	-0.0113	0.0303
O	4.2081	-6.723	30.6381	0.0074	0	0.0114
O	-2.276	-3.7902	17.2716	0.0078	-0.0046	0.0316
O	7.0001	-3.3323	20.8477	0.0013	-0.0081	0.011
O	-4.4147	-10.1556	27.086	0.0065	-0.008	0.0178
O	-2.5618	0.7344	16.3233	0.0013	-0.005	0.0243
O	4.9985	-4.8541	14.7871	-0.0103	0.0105	0.0314
O	1.1515	-4.9776	20.909	0.0069	-0.0105	0.0411
O	3.3083	-2.2765	24.1136	-0.0081	0.0196	0.0339
O	4.1002	-6.4091	27.7269	-0.0027	0.006	0.0222
O	-1.706	-0.8413	30.8042	0.0153	0.0144	0.037
O	8.0685	2.8959	17.834	0.0061	0.0027	0.0348
O	-0.1451	-9.7193	31.8777	-0.0021	-0.0086	0.0336
O	0.0725	-0.1932	19.9374	0.002	-0.0147	0.0207
O	-2.2139	-4.9167	19.6951	-0.0069	-0.0061	0.0286
O	-3.4134	-8.4718	25.2557	-0.0127	-0.004	0.0396
O	0.4475	-10.2372	27.0881	-0.0083	-0.0013	0.0404
O	6.6355	2.894	22.8435	0.0033	-0.0058	0.0492
O	3.8933	0.1737	24.6965	-0.0019	0.0013	0.0187
O	6.2554	-0.9692	20.0936	-0.0067	-0.0159	0.0291
O	6.1174	2.2114	16.2012	-0.0086	-0.0004	0.013
O	3.5595	1.5195	16.7567	-0.009	0.0054	0.0152
H	1.6002	-6.0449	42.4301	-0.2388	0.2623	-0.2911
H	-0.0473	-4.4052	42.4301	0.3619	-0.344	-0.2551
H	4.3171	-3.3291	42.4177	-0.2692	0.2345	-0.2851
H	2.6744	-1.6845	42.4177	0.3782	-0.3357	-0.2631
H	1.6269	-0.6454	42.4329	-0.3985	0.3401	-0.2228
H	-0.0207	0.9941	42.4329	0.2197	-0.2577	-0.2713
H	2.7008	-7.1503	42.4389	0.2561	-0.2493	-0.2794
H	4.3434	-8.7949	42.4389	-0.3696	0.3521	-0.2312
H	-5.4597	-4.4273	42.4247	0.2762	-0.2368	-0.2695
H	-3.8149	-6.0696	42.4247	-0.3334	0.3755	-0.2375
H	-1.0973	-3.3592	42.4304	-0.3493	0.3636	-0.2469
H	-2.7441	-1.7188	42.4304	0.2485	-0.2462	-0.2718
H	7.0272	-0.6117	42.4246	-0.2382	0.2442	-0.2915
H	5.3897	1.0379	42.4246	0.3471	-0.3597	-0.265
H	-2.7698	-7.1219	42.4269	0.3296	-0.3793	-0.243
H	-1.1305	-8.7698	42.4269	-0.219	0.2502	-0.2912
H	2.18	0.5371	6.0362	-0.3085	0.2666	0.299
H	0.5334	2.1776	6.0362	0.2955	-0.3083	0.2958
H	3.2522	4.8909	6.025	0.3111	-0.3031	0.2851
H	4.9024	3.254	6.025	-0.2749	0.3044	0.3103
H	2.1789	5.9592	5.9588	-0.3201	0.3169	0.2236
H	0.54	7.6075	5.9588	0.2765	-0.274	0.2579
H	3.2605	-0.5384	5.9786	0.3292	-0.26	0.248
H	4.9005	-2.1855	5.9786	-0.3232	0.2964	0.2351
H	5.9775	2.1777	5.9588	0.29	-0.3057	0.2516
H	7.6248	0.5378	5.9588	-0.3174	0.3141	0.233
H	-2.1851	4.8891	5.9655	0.2468	-0.3216	0.2535
H	-0.5402	3.2468	5.9655	-0.3079	0.3224	0.2224
H	5.9727	-3.2592	6.0371	0.3076	-0.3066	0.2786
H	7.6155	-4.9036	6.0371	-0.2612	0.2953	0.3112
H	-2.1851	-0.5303	6.0206	0.3246	-0.3024	0.2813
H	-0.5472	-2.1796	6.0206	-0.2754	0.2659	0.3047

Results
free energy: -156495.167 eV
free energy less fixed offsets of H -15.71, O -570.45, Si -639.56 eV per atom: -5.407 eV

The program warned: the cutoff lies below the one the program advises for these potential files; the forces do not sum to zero within the program's tolerance; empty levels may hold ghost states of the PAW files; the exchange-correlation potential is rough where the density is thin.
